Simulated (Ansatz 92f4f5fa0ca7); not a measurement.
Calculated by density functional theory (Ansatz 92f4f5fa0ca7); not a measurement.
Periodic cell of 236 atoms, Si134O102, from a study of silicon, its oxide and their interface. The atomic structure is a simulated model.

Settings
functional: r2SCAN
potential files: Ansatz norm-conserving
basis: plane waves
wave-function cutoff: 1300 eV
density cutoff ratio: 4
exchange-correlation grid ratio: 1
k mesh: 2 x 2 x 1, shifted by 0.5 0.5 0.5 of a step
self-consistency stop: 5e-08 eV per atom in the density residual
occupations: Fermi-Dirac, 0.05 eV
spin: none
net charge: 0

Cell vectors (angstrom)
a  11.5403  0  0
b  0  15.3871  0
c  -0.7918  1.2616  23.6757

Atoms: element, x, y, z (angstrom)
Si  0.8869  1.2866  0.5272
Si  -0.2478  4.3217  1.4073
Si  -2.1858  9.2281  -0.3603
Si  -1.7553  11.5503  0.0114
Si  4.5466  0.2962  1.353
Si  4.1053  3.9285  -0.9108
Si  3.1331  8.1246  0.0969
Si  2.7021  12.148  -0.1386
Si  7.1655  -0.1132  -2.0294
Si  6.8852  2.8457  -1.5767
Si  4.8242  10.4644  -1.3089
Si  6.1699  12.4725  0.5384
Si  -0.9228  -0.0766  0.8781
Si  1.7458  3.7798  -0.7295
Si  0.143  8.3052  1.1498
Si  0.3226  11.8389  1.126
Si  6.5355  -0.5165  0.2205
Si  5.0803  4.3182  1.8886
Si  4.5584  7.9018  1.8555
Si  8.1  11.9502  1.6968
Si  8.2944  0.283  1.649
Si  8.9579  4.158  0.2202
Si  7.5209  8.1566  2.0026
Si  4.231  11.9757  1.7156
Si  0.3591  2.3773  2.6106
Si  0.0608  6.3157  2.6277
Si  0.1557  10.0793  2.7209
Si  0.0795  13.8081  2.5706
Si  4.4342  2.2545  2.7977
Si  4.3082  6.0843  3.2154
Si  4.1992  9.9715  2.9786
Si  4.1966  13.9579  2.9457
Si  7.9943  2.2688  3.0402
Si  7.8756  6.2373  3.2958
Si  7.7959  10.1165  3.1716
Si  8.0187  13.8457  3.109
Si  -1.5104  2.2437  4.182
Si  -1.6028  6.2504  4.3166
Si  -1.6946  10.0477  4.2854
Si  -1.5705  13.8112  4.3357
Si  2.3268  2.3807  3.928
Si  2.1115  6.2089  3.9927
Si  2.1333  10.0281  4.0598
Si  2.0867  13.9966  3.9547
Si  6.1164  2.1962  4.5168
Si  6.0511  6.1784  4.7758
Si  5.9408  10.1028  4.608
Si  6.0433  13.9255  4.5161
Si  -1.6522  0.4007  5.6882
Si  -1.5244  4.2155  5.5481
Si  -1.6566  8.1426  5.6871
Si  -1.7217  11.9167  5.6896
Si  2.162  0.4988  5.3392
Si  2.305  4.2892  5.2914
Si  2.23  8.1016  5.4063
Si  2.1949  12.0252  5.2929
Si  6.1087  0.3905  6.0219
Si  6.1337  4.146  5.9745
Si  5.9761  8.1468  6.0357
Si  5.8737  12.0293  5.9185
Si  0.3338  0.4762  6.8517
Si  0.487  4.2861  6.7262
Si  0.3798  8.1162  6.8148
Si  0.35  11.9659  6.6807
Si  3.8924  0.4189  6.9575
Si  3.9498  4.2522  7.0188
Si  3.8661  8.1533  7.1725
Si  3.7916  11.9775  7.0728
Si  8.1745  0.4037  7.419
Si  8.2643  4.1183  7.174
Si  8.0386  8.0886  7.1995
Si  7.8896  11.9764  7.1193
Si  0.872  2.4235  8.0668
Si  0.7923  6.2044  8.0974
Si  0.7226  10.0857  8.0034
Si  0.6324  13.8362  8.0078
Si  3.2805  2.314  8.2519
Si  3.2792  6.1619  8.3451
Si  3.1341  10.0939  8.4277
Si  3.0143  13.9554  8.1023
Si  8.7531  2.4008  8.7647
Si  8.4344  6.0963  8.4558
Si  8.1436  10.0603  8.4503
Si  8.3985  13.7218  8.5913
Si  -0.5977  2.9258  9.8583
Si  -0.9768  6.0324  9.6212
Si  -1.1647  10.4396  9.2895
Si  -1.055  12.8615  9.4123
Si  4.3297  2.6196  10.3257
Si  4.5003  5.6304  10.3205
Si  4.1708  10.5812  10.5727
Si  2.899  13.5159  11.0543
Si  7.3224  3.1741  10.4984
Si  6.9034  5.6797  10.2081
Si  6.6241  10.0833  10.2952
Si  7.2104  12.9541  11.3721
Si  -0.0031  13.6501  12.0756
Si  -1.2266  7.8574  11.1486
Si  4.9272  7.0942  12.9957
Si  4.421  6.6279  17.9068
Si  9.6988  10.4728  14.8324
Si  12.2879  3.9235  16.2621
Si  7.0269  6.928  21.5792
Si  12.4055  14.975  16.7301
Si  8.3223  2.1427  13.371
Si  11.7247  8.6493  13.6015
Si  7.2286  7.895  11.2891
Si  3.753  16.0121  12.7749
Si  -2.332  -0.2112  21.7318
Si  5.8516  0.763  16.7785
Si  10.9988  0.7326  19.3529
Si  8.4494  0.0744  15.4823
Si  6.1151  6.1544  15.4596
Si  3.225  9.4282  13.3961
Si  2.1888  1.9137  20.406
Si  8.5005  7.9278  16.327
Si  1.3194  1.7544  14.3717
Si  1.6433  7.2381  18.6343
Si  0.2364  12.5411  15.0224
Si  5.3391  -1.5848  13.4985
Si  3.3889  11.999  15.0419
Si  4.5846  15.5933  19.3706
Si  6.6817  5.61  25.7068
Si  11.342  1.4395  12.6177
Si  8.0821  12.9902  14.119
Si  2.5436  4.4228  18.6289
Si  -1.8422  2.2498  17.1549
Si  -0.1568  6.9789  16.2914
Si  6.9615  8.0995  19.0722
Si  1.9673  16.6611  23.4955
Si  1.8699  7.1735  21.4698
Si  3.8656  13.9832  17.1368
Si  7.1883  3.2969  15.9007
Si  6.2314  9.769  21.2689
O  1.1742  4.62  0.5668
O  8.6649  8.3607  0.8431
O  -0.6946  8.493  -0.3029
O  8.1319  2.8556  -0.4853
O  5.3243  2.8297  -1.06
O  4.0041  9.4088  -0.4008
O  1.6916  8.6029  0.6753
O  8.667  -0.6432  -2.3645
O  4.4889  4.7912  0.4213
O  6.1018  7.9847  1.1885
O  3.5536  11.5508  -1.5163
O  3.3759  14.26  9.6931
O  1.3393  13.1498  11.2908
O  5.9135  2.5058  9.9531
O  7.4154  13.7434  9.9713
O  -0.8822  -0.7367  -0.6529
O  0.8655  2.4071  -0.7622
O  0.6591  6.099  21.715
O  7.5835  10.3544  21.9943
O  -1.9011  12.3999  -1.4446
O  5.9835  2.1847  15.9842
O  3.1211  0.8548  19.5984
O  4.0355  4.9944  -2.1942
O  7.0732  1.4757  -2.4481
O  2.8347  7.042  -1.0604
O  2.5228  13.7721  -0.3778
O  -0.643  3.2326  16.727
O  4.6953  15.1084  16.2707
O  2.426  1.845  22.0038
O  7.0293  4.2658  -2.3699
O  6.5453  9.5632  19.6716
O  5.6945  9.4644  -2.3259
O  6.2368  7.9754  12.5997
O  4.0029  12.4776  16.4948
O  0.0614  2.1336  11.1451
O  1.6086  9.3907  13.4059
O  8.796  7.8454  11.7994
O  8.2609  13.3688  12.5537
O  -0.9834  9.3752  10.5647
O  11.576  13.8323  15.9588
O  8.2661  3.0131  17.0879
O  2.8189  1.3513  13.8709
O  1.2522  3.322  14.8431
O  3.9478  4.1389  10.7906
O  4.0426  17.0453  11.5784
O  3.7098  9.6634  11.8564
O  3.0702  14.684  12.1649
O  5.4973  1.0934  18.3349
O  -0.1607  12.8309  13.4738
O  10.8073  11.3745  15.62
O  7.5466  2.5061  11.9974
O  4.1796  6.5475  11.6648
O  7.2987  11.3374  11.2014
O  5.7637  13.4102  11.9748
O  2.3134  14.3846  17.1067
O  4.0097  5.0971  18.335
O  -0.1516  7.6494  12.3713
O  7.8892  0.7398  14.0975
O  4.909  6.7078  16.3758
O  13.046  5.6398  18.9036
O  7.2808  -0.0043  16.6164
O  8.9448  13.9595  15.1046
O  -1.624  1.7555  18.685
O  2.5917  3.4077  19.8854
O  0.4692  7.6964  17.6209
O  6.0391  8.2214  21.8649
O  -1.891  0.969  16.1245
O  7.9599  3.2951  14.4657
O  5.3647  15.5799  20.7831
O  9.0023  9.3471  15.7503
O  9.9043  2.0443  13.097
O  3.8686  8.0028  13.8233
O  11.7844  7.8553  15.0048
O  -0.0976  15.2245  12.4016
O  -1.1489  13.3017  11.0015
O  8.4978  11.4463  14.3443
O  3.9832  13.0436  13.961
O  7.8678  8.2684  17.7695
O  6.5133  13.2628  14.499
O  3.1004  7.5704  17.9935
O  1.942  3.6345  17.3376
O  -0.8319  4.4928  10.3211
O  12.0043  5.5049  16.0994
O  7.8319  7.2997  20.2075
O  3.7611  10.5087  14.5092
O  6.0514  11.3893  -0.7488
O  1.0242  0.8694  15.7448
O  9.769  6.9205  16.4597
O  4.3977  14.1061  18.6869
O  -1.3129  -0.1962  20.4498
O  1.5629  7.9701  20.0796
O  5.4966  5.9166  13.9748
O  1.7816  12.0768  15.0983
O  11.6383  -0.1208  18.1278
O  8.0678  6.6767  22.8085
O  3.6707  12.0833  11.0187
O  5.622  7.22  18.8067
O  0.6373  1.5739  20.0784
O  6.578  4.7579  16.1215
O  10.5077  9.7426  13.6295
O  7.3618  7.2051  15.4253
O  5.0952  15.4228  13.5095

Results
free energy: -63112.690 eV
free energy less fixed offsets of O -463.61, Si -117.95 eV per atom: -19.170 eV
pressure: -2.08 GPa
stress xx, yy, zz, yz, xz, xy (GPa, positive in tension): 2.59, 2.2, 1.44, -0.12, -0.34, -0.22

Forces (eV/angstrom), in the order of the atoms: element, x, y, z
Si  -0.7126  0.4531  0.0187
Si  0.1677  0.1019  -0.087
Si  -0.2963  -0.4184  -0.1623
Si  -0.0942  0.1415  -0.4221
Si  0.2819  -0.0555  0.037
Si  0.6231  0.2293  -0.2973
Si  -0.1493  -0.0763  0.1344
Si  0.2664  0.3777  0.1733
Si  -0.1952  -0.1852  0.0355
Si  0.3431  0.1123  -0.4426
Si  0.4613  -0.0274  -0.1505
Si  0.2059  -0.4935  -0.4777
Si  0.0277  -0.2539  -0.5047
Si  -0.53  0.2683  -0.015
Si  0.3776  0.097  -0.2546
Si  0.3243  0.2694  -0.0602
Si  0.0087  0.2357  0.0056
Si  0.1035  0.395  0.0011
Si  0.7006  0.1268  -0.183
Si  -0.2093  0.125  0.2089
Si  -0.1946  0.0199  0.0996
Si  -0.606  0.4371  0.0977
Si  0.2854  -0.1005  -0.8941
Si  0.0757  0.0379  -0.0385
Si  0.2117  0.1217  0.2972
Si  -0.1877  0.1779  -0.037
Si  -0.3232  -0.0554  0.0383
Si  0.1933  0.0153  -0.1584
Si  -0.2014  -0.3377  -0.0237
Si  0.2142  -0.1183  0.1398
Si  0.074  -0.0352  0.0614
Si  -0.0485  0.1665  0.1473
Si  -0.0923  -0.1743  -0.048
Si  -0.1832  0.1048  0.0619
Si  0.0319  0.1759  0.1658
Si  0.0152  0.0431  0.2602
Si  -0.0527  -0.0196  0.0338
Si  0.0361  -0.0211  0.0733
Si  0.1015  -0.0603  -0.1287
Si  -0.1455  0.0119  0.1125
Si  -0.0601  0.2091  -0.0123
Si  0.0866  0.0594  -0.1319
Si  0.121  -0.0735  -0.1077
Si  0.0255  0.0009  -0.1102
Si  0.2024  0.3014  -0.0056
Si  -0.0314  -0.0181  0.0672
Si  -0.203  -0.1642  -0.0281
Si  -0.0143  -0.1286  -0.2984
Si  0.0406  0.007  -0.1733
Si  0.057  -0.0525  -0.131
Si  -0.0333  0.0117  -0.042
Si  -0.2203  0.1093  -0.2529
Si  -0.0883  -0.0436  0.0134
Si  -0.0129  -0.1097  0.2145
Si  -0.2276  0.1048  0.0319
Si  -0.2589  -0.0299  -0.2075
Si  -0.1112  -0.0772  0.1833
Si  -0.0812  -0.0929  0.1736
Si  -0.058  0.1603  0.0213
Si  -0.0171  -0.0463  -0.0024
Si  0.0286  0.0692  0.059
Si  -0.1093  0.0193  -0.0288
Si  0.1069  0.0485  -0.0375
Si  0.103  -0.1404  -0.2351
Si  -0.0402  0.1832  -0.1791
Si  0.1102  -0.0118  -0.0464
Si  -0.0155  -0.0202  0.0375
Si  -0.0096  0.0197  -0.0268
Si  0.0121  0.1547  -0.2408
Si  0.0378  0.2059  -0.3553
Si  0.1568  -0.035  0.0051
Si  0.132  -0.1628  -0.2212
Si  0.1476  0.081  0.5269
Si  0.405  -0.1816  -0.1497
Si  0.359  -0.053  -0.2014
Si  -0.0123  0.0008  0.2213
Si  -0.2562  0.044  -0.1598
Si  -0.0808  -0.0263  -0.0542
Si  0.0157  0.0633  -0.0759
Si  0.1546  -0.0237  0.4483
Si  0.1758  0.0808  0.1521
Si  -0.203  -0.1664  -0.2559
Si  0.0355  0.2196  -0.2423
Si  -0.2136  -0.0737  0.4909
Si  0.4473  -0.3215  -0.5183
Si  -0.0951  -0.4393  0.1449
Si  -0.0265  -0.4763  0.6023
Si  -0.0566  0.5965  0.2964
Si  -0.2071  -0.0514  -0.3078
Si  -0.4244  0.0717  0.4036
Si  -0.5273  -0.2108  0.0368
Si  0.204  0.2628  -0.0225
Si  -0.4316  -0.2503  0.1599
Si  0.0202  0.0835  0.1077
Si  0.5158  0.4208  0.3166
Si  0.035  0.1373  0.1784
Si  0.025  -0.4656  0.1458
Si  -0.0043  0.4065  0.6512
Si  0.0644  0.0072  0.1991
Si  0.2191  0.1673  -0.1274
Si  -0.0694  0.0175  0.1887
Si  -0.0882  0.0776  0.1495
Si  0.0721  0.2205  -0.2615
Si  -0.0502  -0.1134  0.1031
Si  -0.3694  0.0801  0.2885
Si  -0.1342  0.2681  0.285
Si  -0.1445  -0.4862  0.6318
Si  0.4525  -0.0486  0.1255
Si  -0.0623  0.192  0.0855
Si  0.0809  0.0448  -0.0217
Si  -0.1325  0.0421  -0.2546
Si  -0.008  -0.3124  0.4198
Si  -0.0004  -0.027  0.1542
Si  0.0354  -0.0222  0.3665
Si  -0.108  -0.1455  -0.4731
Si  -0.0657  0.0658  0.2268
Si  0.3022  -0.0466  0.6467
Si  -0.0931  0.3361  -0.2219
Si  0.0043  -0.2049  0.4044
Si  0.0401  0.0805  0.4093
Si  0.0499  0.0032  0.1234
Si  0.3204  0.002  -0.0538
Si  0.0843  -0.2471  -0.1561
Si  -0.0834  0.3735  -0.1853
Si  0.038  -0.2004  0.3652
Si  0.1016  0.0566  -0.244
Si  -0.1636  -0.031  0.2162
Si  -0.1253  0.1608  0.192
Si  0.1097  0.0651  -0.0529
Si  0.6925  -0.6119  -0.4416
Si  -0.0012  0.7684  -0.5496
Si  0.0424  -0.17  -0.0463
Si  -0.1904  0.0705  0.2317
Si  0.0687  -0.2837  -0.2617
O  0.0881  -0.5343  -0.3148
O  -0.2125  0.1176  0.0491
O  -0.0116  -0.0041  0.6092
O  0.0863  0.2362  -0.2092
O  -0.0688  0.209  0.0721
O  -0.1537  -0.2325  -0.2434
O  0.1009  -0.2702  -0.1974
O  0.0517  -0.1428  0.2016
O  0.057  -0.2681  -0.2655
O  -0.2439  0.1143  0.4273
O  -0.3032  0.097  0.5886
O  -0.2985  -0.3501  -0.0107
O  -0.0597  0.1241  0.0459
O  0.008  0.4454  0.3163
O  0.4285  -0.247  -0.2399
O  -0.3125  -0.4834  -0.0982
O  0.047  -0.2241  0.3476
O  0.2293  -0.0932  0.3881
O  0.1821  0.0261  0.3491
O  0.05  -0.1739  0.4777
O  0.2505  -0.0972  0.0243
O  -0.0774  0.1712  0.2081
O  -0.1651  -0.1871  0.4498
O  -0.1151  0.1323  0.3002
O  -0.0656  -0.1593  -0.2413
O  -0.0829  0.2955  -0.0978
O  0.1699  -0.0471  -0.0793
O  0.0337  -0.0098  0.2378
O  -0.2683  -0.0591  0.4246
O  -0.0606  -0.2128  0.2999
O  0.0261  -0.2976  0.2935
O  -0.2024  0.2551  0.4268
O  0.0016  -0.0464  -0.1067
O  -0.1503  0.2487  -0.1579
O  -0.4725  -0.1273  0.3779
O  -0.0109  -0.0672  -0.0591
O  0.021  0.165  -0.4474
O  -0.1261  -0.074  -0.1041
O  -0.1519  -0.184  -0.0341
O  0.1882  0.0547  -0.1954
O  0.1198  -0.161  -0.2981
O  -0.2042  -0.0262  -0.1115
O  -0.0864  -0.3434  0.0923
O  0.4807  0.1553  -0.2527
O  -0.0418  -0.2074  0.3009
O  0.1826  0.3438  -0.0279
O  -0.0118  -0.1378  -0.1405
O  -0.2231  -0.2955  -0.0649
O  0.0237  0.2708  -0.3339
O  -0.0193  0.0372  -0.3708
O  0.2342  0.042  -0.1151
O  0.3304  -0.2286  -0.2385
O  -0.2376  -0.0426  -0.1708
O  0.0799  -0.1008  0.0204
O  0.009  0.1155  -0.0861
O  -0.3776  0.0881  0.0793
O  -0.1182  0.0929  -0.1775
O  0.2231  0.2239  -0.1226
O  0.1635  -0.116  -0.0418
O  0.2009  0.0098  0.116
O  -0.0137  0.2555  -0.285
O  -0.2311  0.2066  -0.3001
O  0.2551  -0.1597  -0.1282
O  -0.0973  -0.1078  0.1557
O  0.1494  -0.2962  -0.0559
O  0.1574  0.0867  -0.0801
O  -0.1287  0.1041  -0.1241
O  -0.0044  -0.2705  -0.1063
O  -0.0576  0.1403  -0.2243
O  0.1137  -0.0852  -0.1677
O  0.2075  -0.2394  -0.1379
O  0.0761  -0.013  -0.2538
O  -0.0691  0.0516  -0.206
O  -0.1278  -0.0657  -0.029
O  0.019  -0.0901  0.0119
O  0.1614  0.1743  -0.0947
O  0.1617  -0.0068  -0.1033
O  -0.0612  -0.1339  -0.0532
O  0.0332  0.1616  -0.4402
O  -0.1486  -0.3917  0.2236
O  -0.1182  0.1648  0.0214
O  -0.1534  0.4176  -0.2199
O  0.0533  -0.1151  0.0585
O  -0.4442  0.1145  0.1798
O  -0.1802  -0.0085  -0.286
O  -0.2931  0.0487  0.1581
O  0.0386  0.2385  -0.4191
O  0.1367  0.1189  -0.135
O  -0.0919  0.3515  -0.1702
O  -0.0624  0.1255  0.2976
O  0.1663  -0.4862  0.2863
O  -0.0467  0.3039  -0.0729
O  -0.043  0.1015  -0.1165
O  0.0171  0.2258  0.0947
O  0.003  -0.4478  0.1565
O  0.1183  -0.1302  -0.0599
O  -0.043  -0.0135  0.0031
O  0.1455  0.0254  0.0733
O  0.0167  0.1208  -0.1981
O  0.2001  -0.1559  0.062
O  -0.1391  -0.1405  -0.0113
O  -0.2574  -0.15  -0.2849

The program warned: the forces do not sum to zero within the program's tolerance.
